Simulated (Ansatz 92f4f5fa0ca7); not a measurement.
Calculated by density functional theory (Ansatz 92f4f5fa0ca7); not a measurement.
Periodic cell of 247 atoms, Si165O82, from a study of silicon, its oxide and their interface. The atomic structure is a simulated model.
Doubt: the cutoff is far below the 930 eV that the study's wrapper takes by default for these files, so forces and energies are approximate.

Settings: functional PBE; potential files Ansatz PAW; basis plane waves; wave-function cutoff 580 eV; density cutoff ratio 5; exchange-correlation grid ratio 1; k mesh 1 x 1 x 1, Gamma-centred; self-consistency stop 5e-08 eV per atom in the density residual; occupations fixed; spin none; net charge 0.

Cell vectors (angstrom)
a  10.938  0  0
b  0  10.938  0
c  0  0  37.006

Atoms: element, x, y, z (angstrom)
Si  0  0  0.683
Si  5.469  0  0.683
Si  2.7345  2.7345  0.683
Si  8.2035  2.7345  0.683
Si  0  5.469  0.683
Si  5.469  5.469  0.683
Si  2.7345  8.2035  0.683
Si  8.2035  8.2035  0.683
Si  1.3673  1.3673  2.0503
Si  6.8362  1.3673  2.0503
Si  4.1018  4.1018  2.0503
Si  9.5708  4.1018  2.0503
Si  1.3673  6.8362  2.0503
Si  6.8362  6.8362  2.0503
Si  4.1018  9.5708  2.0503
Si  9.5708  9.5708  2.0503
Si  2.7345  0  34.9545
Si  8.2035  0  34.9545
Si  0  2.7345  34.9545
Si  5.469  2.7345  34.9545
Si  2.7345  5.469  34.9545
Si  8.2035  5.469  34.9545
Si  0  8.2035  34.9545
Si  5.469  8.2035  34.9545
Si  4.1018  1.3673  36.3218
Si  9.5708  1.3673  36.3218
Si  1.3673  4.1018  36.3218
Si  6.8362  4.1018  36.3218
Si  4.1018  6.8362  36.3218
Si  9.5708  6.8362  36.3218
Si  1.3673  9.5708  36.3218
Si  6.8362  9.5708  36.3218
Si  -1.3729  -1.5346  27.95
Si  4.9942  0.5139  27.0443
Si  3.1565  2.1504  27.0525
Si  7.5222  3.1537  27.0381
Si  -0.4322  5.8433  26.8446
Si  5.8488  4.9554  26.9649
Si  2.2947  8.7365  26.8642
Si  8.7715  7.5065  26.6689
Si  1.3322  1.1723  28.1267
Si  6.7143  1.4041  28.3445
Si  4.104  3.9822  28.2082
Si  9.4877  4.0696  28.0504
Si  1.363  6.8519  28.0042
Si  6.9128  6.7514  28.0232
Si  4.0385  9.6178  28.1796
Si  11.3796  10.3137  26.7677
Si  2.684  -0.0542  29.6386
Si  8.2122  -0.0946  29.3712
Si  -0.0417  2.6678  29.3637
Si  5.4025  2.7341  29.7402
Si  2.7002  5.4466  29.3923
Si  8.2056  5.4338  29.5304
Si  -0.0213  8.1442  29.4759
Si  5.4896  8.1584  29.3565
Si  4.0287  1.334  30.9924
Si  9.5572  1.305  30.7763
Si  1.3232  4.0665  30.7686
Si  6.8409  4.1136  30.9492
Si  4.1031  6.8051  30.769
Si  9.5674  6.8024  30.8731
Si  1.3156  9.4937  30.9101
Si  6.8274  9.5229  30.7825
Si  -0.0294  -0.0192  32.2192
Si  5.4728  -0.0537  32.2241
Si  2.668  2.7528  32.2487
Si  8.2165  2.6819  32.2124
Si  -0.0041  5.4256  32.2076
Si  5.4475  5.4903  32.2364
Si  2.7401  8.1442  32.2085
Si  8.1907  8.1903  32.2049
Si  1.3335  1.3551  33.5944
Si  6.8291  1.3423  33.5836
Si  4.0836  4.1043  33.5885
Si  9.5648  4.0732  33.5825
Si  1.361  6.8021  33.5813
Si  6.8278  6.8433  33.5919
Si  4.0894  9.5367  33.5839
Si  9.5479  9.5608  33.5854
Si  2.7542  0.0019  3.4178
Si  8.201  0.011  3.402
Si  0.0092  2.7712  3.4117
Si  5.4856  2.7417  3.4143
Si  2.7452  5.4982  3.4263
Si  8.2182  5.4707  3.4143
Si  0.0243  8.2066  3.4123
Si  5.4789  8.2295  3.4175
Si  4.1248  1.3773  4.7795
Si  9.5635  1.3957  4.7356
Si  1.3527  4.1615  4.7954
Si  6.8496  4.1129  4.7806
Si  4.1127  6.8829  4.7947
Si  9.6085  6.828  4.7686
Si  1.4091  9.5552  4.7809
Si  6.8359  9.6086  4.7882
Si  0.0267  0.0384  6.0369
Si  5.4737  0.0296  6.2085
Si  2.7487  2.7788  6.0838
Si  8.2059  2.7292  6.1475
Si  0.0041  5.5146  6.2412
Si  5.4981  5.513  6.1193
Si  2.7617  8.2216  6.2316
Si  8.2509  8.2254  6.0691
Si  1.3881  1.3817  7.3977
Si  6.8357  1.4203  7.5791
Si  4.083  4.1732  7.441
Si  9.5696  4.0576  7.5436
Si  1.388  6.8938  7.659
Si  6.921  6.8747  7.4468
Si  4.1297  9.6061  7.627
Si  9.6147  9.6272  7.3762
Si  2.736  0.1367  8.8949
Si  8.2997  0.0178  8.798
Si  0.0819  2.712  8.856
Si  5.4066  2.8371  8.8654
Si  2.7731  5.4699  8.9812
Si  8.1333  5.3765  8.8582
Si  0.1249  8.5106  8.8705
Si  5.5936  8.2082  8.8796
Si  3.6301  1.9381  10.0967
Si  10.0899  0.9056  10.0381
Si  1.8597  3.5952  10.1513
Si  6.2264  4.6808  10.047
Si  4.6322  6.439  10.0876
Si  9.6928  7.5139  10.4287
Si  0.9795  10.2962  10.2375
Si  7.2076  9.3972  10.1746
O  6.3644  4.6171  11.7037
O  4.5601  6.7544  11.7208
O  10.6975  7.295  11.6839
O  2.2764  7.3809  12.695
O  9.1866  6.0346  9.9646
O  8.366  -2.5343  10.8338
O  9.5945  1.1509  11.606
O  1.4422  3.7635  11.7598
O  8.757  7.4072  24.9347
O  7.6033  2.474  25.4915
O  5.3365  5.4908  25.4565
O  13.8361  8.5447  25.3223
O  10.8732  10.455  25.1687
O  -0.2659  5.5943  25.1612
O  4.5367  9.9044  23.5769
O  -16.1825  -10.7692  25.5685
Si  11.2723  4.0119  12.9344
Si  0.7022  7.0536  12.9664
Si  3.8729  7.6564  12.8827
Si  4.0594  6.9971  21.8977
Si  -2.5595  13.3225  19.7019
Si  3.1046  2.7167  24.0684
Si  9.3126  8.8557  16.4562
Si  9.2749  5.9331  24.3346
Si  4.1561  1.4263  12.3443
Si  -0.3246  1.7813  14.7578
Si  8.9473  2.272  12.5794
Si  11.959  8.7744  15.3016
Si  5.0558  4.9566  23.9408
Si  9.2675  5.8923  17.048
Si  3.1152  9.1477  23.8252
Si  6.7655  4.5382  15.812
Si  10.86  8.654  21.1956
Si  6.0195  -2.0983  20.1637
Si  5.1879  7.3591  15.8024
Si  12.5956  -0.1156  13.3447
Si  5.2716  11.2973  24.0132
Si  0.0606  1.835  17.8786
Si  2.6702  6.9607  17.3578
Si  0.3316  -0.5303  23.586
Si  1.7839  6.4784  20.1317
Si  6.318  3.4861  12.8595
Si  6.1785  1.887  17.3792
Si  9.3229  14.9522  21.9936
Si  6.7189  0.4453  21.4417
Si  1.4762  0.1665  19.7631
Si  6.7542  10.1638  15.536
Si  7.6026  3.5018  24.2372
Si  5.4239  10.4251  12.6343
Si  8.6212  7.8763  19.1662
Si  0.7078  2.0473  22.1006
Si  4.6178  0.3295  19.3541
Si  1.0693  4.6776  17.9316
O  6.4884  -0.7622  11.4249
O  6.6039  11.5129  16.4717
O  7.3547  2.3427  12.3022
O  9.4309  8.3011  20.5059
O  5.0932  6.1555  22.8386
O  1.9597  -0.6917  23.4752
O  -2.9266  1.2268  20.813
O  4.3924  7.2426  14.3741
O  2.7751  1.06  13.1878
O  10.8106  14.3453  21.8071
O  9.2128  7.2409  16.1096
O  9.0015  6.3939  18.5889
O  13.4425  24.4306  25.5716
O  8.332  9.7523  15.5237
O  -2.4059  3.8157  20.5478
O  7.2418  2.3324  18.5424
O  1.9646  2.4903  22.9823
O  6.857  4.1654  14.2284
O  8.1204  4.9151  24.8913
O  9.3864  16.4771  22.706
O  1.0199  5.1781  19.4987
O  8.9124  9.0261  18.0339
O  -1.1551  2.0923  18.9333
O  10.6038  9.155  22.7432
O  1.241  12.4167  20.6838
O  0.3108  0.4959  14.0063
O  4.2939  9.2199  12.6283
O  6.5709  0.6472  23.0587
O  9.7647  3.6887  12.3355
O  10.82  -1.4895  16.247
O  0.5523  3.0816  14.2673
O  5.9646  8.7869  15.9684
O  6.879  -1.1614  21.1949
O  10.7254  5.1827  17.0605
O  4.8832  7.9935  20.9298
O  3.0569  7.878  22.8271
O  3.6023  4.2499  23.8641
O  6.2566  10.5291  14.0355
O  8.2424  4.7425  16.4959
O  4.2213  7.303  17.1084
O  6.1614  3.8155  23.5539
O  0.5013  5.5264  13.4614
O  1.8307  7.723  16.2109
O  4.7938  1.4037  18.1293
O  0.8423  0.4722  18.2947
O  11.6845  9.8077  20.3976
O  0.1651  8.0269  14.1373
O  2.0968  9.7506  14.5286
O  3.1137  6.0276  20.9768
O  5.3294  0.9487  20.706
O  5.3674  -1.0992  19.0353
O  4.857  2.7703  13.0389
O  0.7966  -3.6558  21.138
O  7.0305  7.786  19.4709
O  8.6093  3.0191  23.0781
O  1.133  3.0647  17.906
O  2.2186  7.4399  18.8595
O  10.8142  0.8779  22.8916
O  1.3267  10.1338  11.884
O  6.0872  6.0102  15.938
O  3.0717  -0.0476  19.6159
O  2.4025  5.3425  17.2473
O  5.9793  3.2661  16.5088
O  9.098  1.8838  14.1585
O  -0.4723  1.6589  16.3569
O  4.2835  12.5681  23.8568

Results
free energy: -151526.894 eV
free energy less fixed offsets of O -568.88, Si -635.61 eV per atom: -3.084 eV

Forces (eV/angstrom), in the order of the atoms: element, x, y, z
Si  -0.0534  0.0096  0.0028
Si  -0.0104  -0.0142  -0.0051
Si  -0.0336  -0.0077  -0.0007
Si  -0.0055  -0.0483  -0.0038
Si  -0.0246  -0.0205  -0.0092
Si  -0.0449  -0.0013  0.0027
Si  0.0003  -0.0297  -0.0046
Si  -0.0179  -0.0243  -0.0168
Si  0.0517  0.0468  0.1183
Si  -0.0219  0.0703  -0.15
Si  -0.0024  0.0536  0.1093
Si  -0.0126  0.0725  -0.1807
Si  0.0822  0.0151  -0.1305
Si  0.0454  0.0476  0.0747
Si  0.0495  0.0689  -0.1167
Si  0.0429  -0.0365  0.0317
Si  -0.0248  -0.0355  -0.1251
Si  -0.0325  -0.0638  0.0902
Si  -0.0875  -0.0546  0.1612
Si  -0.0497  -0.033  -0.1331
Si  -0.0234  -0.0386  0.1505
Si  -0.0255  -0.0765  -0.117
Si  -0.0153  -0.0641  -0.1551
Si  -0.0134  -0.0209  0.1374
Si  0.0386  0.0023  -0.0078
Si  -0.003  0.0518  0.0028
Si  0.0273  -0.0011  0.0024
Si  0.0332  0.0095  0.0027
Si  0.0189  0.0194  0
Si  0.0505  -0.0063  -0.0081
Si  0.0457  0.0036  -0.0011
Si  -0.0156  0.0578  0.0101
Si  -0.0054  0.0098  0.0139
Si  0.0265  -0.0214  -0.0133
Si  -0.03  0.0304  -0.032
Si  0.0308  -0.0229  -0.0069
Si  0.022  -0.0247  -0.0121
Si  -0.0293  0.0357  -0.0225
Si  0.027  -0.0259  0.006
Si  -0.0211  0.0198  -0.0252
Si  0.0019  0.0054  0.0186
Si  -0.0017  -0.0183  0.0323
Si  -0.0079  -0.0015  0.0172
Si  0.0042  -0.0041  0.0186
Si  0.0083  -0.0031  0.0158
Si  0.0032  0.0057  0.0088
Si  0.0018  -0.0021  0.0209
Si  -0.0293  0.0274  -0.0031
Si  -0.0004  0.0048  -0.0122
Si  0.0017  0.0052  -0.0088
Si  -0.0008  -0.0032  -0.0058
Si  -0.0004  0.0053  -0.0207
Si  0.0037  -0.0018  -0.0091
Si  -0.0024  0.0008  -0.0131
Si  -0.0018  -0.007  -0.0142
Si  -0.004  0.0011  -0.0042
Si  -0.0037  -0.0067  0.0208
Si  -0.0009  0.0007  -0.0008
Si  0.0011  -0.0028  -0.0071
Si  -0.0008  0.0025  0.0219
Si  0.0006  0.003  -0.0023
Si  0.0043  -0.0012  0.0146
Si  -0.0008  0.0026  0.0148
Si  -0.0013  -0.0007  -0.0033
Si  -0.0017  -0.0035  -0.0011
Si  -0.001  0.0023  -0.0018
Si  0.0003  0.0045  -0.0004
Si  -0.0029  0.0026  -0.0027
Si  0.0002  0.0011  0.0007
Si  0.0002  -0.0023  -0.004
Si  -0.0009  -0.0006  -0.0007
Si  0.002  0.0011  -0.0016
Si  0.005  -0.0005  0.0009
Si  -0.0016  0.0027  -0.0002
Si  0.0011  -0.0046  0.0013
Si  0.0018  0.0015  0.0018
Si  0.0001  0.0009  0.0016
Si  -0.0007  -0.0014  0.0021
Si  0.0013  0.0025  0.0007
Si  -0.0011  0.0005  0.004
Si  -0.0002  0.0015  0.0018
Si  -0.0006  -0.0016  -0.0003
Si  0.0003  0.001  -0.0015
Si  -0.0001  -0.0021  0.0014
Si  -0.0004  -0.0018  0.0002
Si  -0.0013  0.0046  0.001
Si  -0.0027  -0.0024  0.0024
Si  0.0011  -0.0008  -0.0018
Si  0.0013  -0.0002  0.0083
Si  -0.0003  -0.0021  0
Si  -0.0004  -0.0018  0.004
Si  0.0039  0.0012  -0.0011
Si  0.0052  -0.0045  0.0026
Si  0.0018  0.0013  0.0054
Si  -0.0014  0.0022  0.0019
Si  -0.0014  0.0015  0.0042
Si  0.0037  -0.0031  -0.007
Si  -0.0036  0.0053  0.0096
Si  0.0019  -0.0009  -0.0059
Si  -0.0041  0.0002  0.005
Si  0.0028  0.0027  0.0135
Si  0.0017  0.0012  -0.0092
Si  0.0004  0.0002  0.007
Si  0.0084  0.0031  -0.0051
Si  0.0056  0.0045  0.006
Si  0.0017  -0.0008  0.0049
Si  -0.0036  0.0056  0.0135
Si  0.0085  0.0039  -0.0021
Si  0.0007  -0.0062  -0.0038
Si  0.0027  -0.0087  0.0038
Si  0.0018  0.0118  0.0058
Si  -0.0024  0.0044  -0.0015
Si  -0.0056  -0.0064  -0.0055
Si  -0.0008  -0.0058  -0.0054
Si  0.0005  -0.013  -0.0077
Si  -0.0088  -0.0043  -0.017
Si  0.0075  0.0087  -0.0074
Si  0.0181  0.0095  0.0047
Si  -0.0015  -0.0077  0.0027
Si  0.0074  0.0036  0.001
Si  -0.0041  -0.0098  -0.0104
Si  -0.0437  0.0377  0.0131
Si  -0.019  0.0081  0.0231
Si  0.0285  -0.0317  0.0183
Si  -0.0389  0.033  0.005
Si  0.0026  0.0057  -0.0075
Si  0.0435  -0.0294  0.0194
Si  -0.0151  0.0083  0.0151
O  0.001  0.0141  -0.0159
O  0.0184  -0.0208  -0.0198
O  -0.003  0.0062  -0.0034
O  -0.0005  0.0012  0.007
O  -0.0277  -0.0191  -0.0165
O  -0.0074  -0.002  -0.0016
O  0.0121  -0.0122  -0.0254
O  0.0265  -0.0076  -0.0346
O  0.0062  0.0003  0.0229
O  0.0013  -0.0012  0.0161
O  0.0085  -0.0065  0.0164
O  -0.0002  -0.0119  0.0226
O  -0.0034  -0.0024  0.0086
O  -0.0154  0.0183  0.0166
O  0.0087  -0.0002  -0.0089
O  -0.0045  -0.0074  0.0284
Si  -0.0219  -0.0049  0.0027
Si  -0.0068  0.0084  0.0194
Si  -0.0101  0.0078  0.0158
Si  -0.0032  0.0069  -0.0011
Si  0.0071  -0.0032  0.0079
Si  -0.0711  0.0189  -0.0203
Si  -0.0026  -0.0018  -0.0019
Si  0.0092  -0.0171  -0.0269
Si  0.0038  0.0003  0.0087
Si  -0.0055  -0.0034  -0.0102
Si  0.0006  0.0116  0.0106
Si  -0.0058  -0.0081  -0.0016
Si  -0.0224  0.0053  -0.0083
Si  0.0069  0.0023  0.0025
Si  -0.0022  -0.0131  -0.0288
Si  0.002  0.0021  0.0059
Si  0.0012  -0.0006  0.0026
Si  0.002  0.002  0.0099
Si  0.0014  -0.0016  -0.0007
Si  -0.0149  -0.0006  0.0159
Si  0.0237  0.0056  -0.0148
Si  0.0028  0.0082  0.0009
Si  -0.0015  -0.0072  0.0087
Si  -0.0034  0.0034  -0.0189
Si  0.0004  -0.0009  0.0059
Si  0.0157  0.0007  0.0044
Si  0.0002  -0.0003  0.0054
Si  0.0187  -0.0043  -0.0021
Si  -0.0033  -0.0095  0.0053
Si  0.0199  -0.0023  0.0035
Si  0.0102  -0.0005  0.0042
Si  0.006  -0.0078  -0.0436
Si  0.0056  0.0087  0.0052
Si  -0.0029  -0.0047  0.0062
Si  0.0716  0.0149  0.0198
Si  -0.0036  -0.0041  0.0104
Si  -0.0001  -0.0011  0.0017
O  0.0137  -0.0063  -0.0063
O  -0.0007  -0.0046  -0.0012
O  -0.0079  -0.0019  0.0095
O  0.0069  0.0042  0.0015
O  0.0002  -0.0166  0.0126
O  -0.0069  0.0014  0.0032
O  -0.0003  -0.0008  -0.0043
O  -0.0054  0.0014  -0.0071
O  0.0107  0.0104  0.0074
O  0.007  -0.013  0.0019
O  0.0016  0.0034  0.007
O  -0.0005  0.0007  -0.0015
O  0.0477  0.0019  -0.0513
O  -0.0069  0.0025  0.0071
O  0.0067  0.0043  0.0063
O  0  0.0004  0.0003
O  0.015  -0.0097  0.0138
O  -0.006  -0.0039  -0.0044
O  -0.0052  0.0025  0.0035
O  -0.0038  0.0074  0.0188
O  -0.0002  0.0014  -0.0008
O  0.0017  0.0006  -0.0017
O  -0.0027  -0.0006  -0.0034
O  0.001  0.0123  0.0081
O  -0.0314  0.0231  0.0493
O  0.0039  0.0013  0.0021
O  -0.003  0.0077  0.0093
O  -0.0109  -0.0018  0.0062
O  0.0066  0.0088  0.0075
O  0.0044  0.0019  0.0021
O  0.0056  0.0029  0.0082
O  0.0008  0.0056  0.0038
O  0.0016  0.0048  -0.0056
O  -0.0046  0.0017  0.0003
O  -0.0026  -0.0059  -0.0012
O  0.0014  0.0127  0.0085
O  -0.0136  -0.0581  0.0174
O  -0.0095  0.0024  -0.0038
O  -0.0075  -0.0035  0.0009
O  0.0032  0.0036  -0.0029
O  0.0078  0.0035  0.0114
O  0.0033  -0.0001  0.006
O  -0.0078  0.0096  -0.0088
O  0.0049  0.0004  -0.0008
O  0.0039  0.0009  0.0149
O  0.0012  -0.0035  -0.0033
O  0.0056  -0.0074  -0.0026
O  0.0046  0.0059  -0.0032
O  0.0055  0.0054  -0.0027
O  0.0028  0.0031  -0.0009
O  0.001  -0.0002  0.005
O  -0.0169  -0.0168  0.003
O  -0.0017  0.0041  -0.0036
O  -0.0059  0.0059  -0.0002
O  -0.007  0.0031  0.0061
O  -0.002  -0.0047  0.0023
O  0.0009  -0.0001  0.0014
O  0.0184  0.0042  -0.0047
O  -0.0021  -0.0058  -0.0268
O  0.0012  -0.0059  0.0045
O  -0.0205  0.008  0.0014
O  -0.0006  -0.0009  0.0024
O  -0.0012  0.0063  0
O  0.0012  0.0013  0.0065
O  0.0002  0.0004  0.0012
O  -0.0262  0.0197  0.0077

The program warned: the cutoff lies below the one the program advises for these potential files; the exchange-correlation potential is rough where the density is thin.
